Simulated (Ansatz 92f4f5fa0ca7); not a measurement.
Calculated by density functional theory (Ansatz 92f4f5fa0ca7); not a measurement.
Periodic cell of 221 atoms, Si131O86As1H3, from a study of silicon, its oxide and their interface. The atomic structure is a simulated model.
Doubt: the cutoff is low for norm-conserving oxygen, so forces and energies are approximate.
Doubt: the program's own warning below bears on the result.

Settings
functional: HSE06
potential files: SPMS norm-conserving
basis: plane waves
wave-function cutoff: 800 eV
density cutoff ratio: 4
exchange-correlation grid ratio: 1
k mesh: 1 x 1 x 1, Gamma-centred
occupations: fixed
spin: none
net charge: 0

Cell vectors (angstrom)
a  10.938  0  0
b  0  10.938  0
c  0  0  32.1424

Atoms: element, x, y, z (angstrom)
Si  10.7601  0.2333  24.6582
Si  5.7595  10.5082  24.637
Si  2.6171  3.0555  24.5566
Si  8.5479  2.472  24.6939
Si  0.3109  5.2122  24.7606
Si  5.3506  5.6968  24.625
Si  3.0763  7.8829  24.686
Si  8.1282  8.4153  24.7538
Si  1.4842  1.3805  25.8743
Si  6.8656  1.3041  25.8808
Si  4.1726  4.1353  25.9617
Si  9.669  4.0333  26.0509
Si  1.4729  6.7979  26.0365
Si  6.9199  6.8156  25.9989
Si  4.1875  9.4624  26.0329
Si  9.6548  9.6153  26.0527
Si  2.7909  -0.0246  27.2861
Si  8.2195  0.0069  27.3779
Si  0.1223  2.6809  27.3765
Si  5.5192  2.6976  27.2713
Si  2.8108  5.441  27.4169
Si  8.262  5.4214  27.3494
Si  0.0722  8.1902  27.354
Si  5.5483  8.1456  27.4263
Si  4.1352  1.3576  28.6738
Si  9.6151  1.3617  28.7256
Si  1.4208  4.0791  28.7522
Si  6.8611  4.0645  28.6949
Si  4.1526  6.8124  28.777
Si  9.6088  6.824  28.7106
Si  1.4155  9.5782  28.7085
Si  6.8758  9.5676  28.7534
Si  0.0177  -0.0177  30.0889
Si  5.4763  -0.0044  30.0842
Si  2.7683  2.7087  30.0913
Si  8.2266  2.7214  30.0849
Si  0.0235  5.4506  30.0889
Si  5.5036  5.4305  30.1012
Si  2.7553  8.1964  30.0943
Si  8.2309  8.188  30.0944
Si  1.3673  1.3673  31.4587
Si  6.8362  1.3673  31.4587
Si  4.1018  4.1018  31.4587
Si  9.5708  4.1018  31.4587
Si  1.3673  6.8362  31.4587
Si  6.8362  6.8362  31.4587
Si  4.1018  9.5708  31.4587
Si  9.5708  9.5708  31.4587
Si  2.7345  0  0.6835
Si  8.2035  0  0.6835
Si  0  2.7345  0.6835
Si  5.469  2.7345  0.6835
Si  2.7345  5.469  0.6835
Si  8.2035  5.469  0.6835
Si  0  8.2035  0.6835
Si  5.469  8.2035  0.6835
Si  4.0856  1.3883  2.0464
Si  9.5547  1.3683  2.0633
Si  1.3496  4.1128  2.0594
Si  6.7844  4.1366  2.0204
Si  4.0839  6.852  2.0704
Si  9.5401  6.8746  2.0491
Si  1.3336  9.5884  2.039
Si  6.8316  9.5711  2.067
Si  -0.0441  -0.0361  3.4555
Si  5.4327  0.0096  3.3942
Si  2.7108  2.7394  3.4398
Si  8.0985  2.7394  3.3412
Si  -0.0502  5.5026  3.3836
Si  5.4622  5.4944  3.4536
Si  2.6767  8.2357  3.4009
Si  8.1851  8.216  3.4856
Si  1.3056  1.3621  4.7866
Si  6.7942  1.3665  4.7617
Si  4.089  4.1179  4.8049
Si  9.3837  4.1877  4.6369
Si  1.2974  6.879  4.7637
Si  6.7938  6.8815  4.8754
Si  4.013  9.6419  4.7489
Si  9.5348  9.5636  4.9173
Si  2.6561  0.0092  6.2185
Si  8.1391  0.0531  6.2256
Si  -0.2215  2.7791  5.8812
Si  5.415  2.694  6.1636
Si  2.7235  5.5508  6.0907
Si  8.1581  5.4814  6.2395
Si  -0.027  8.1646  6.2982
Si  5.3822  8.3251  6.132
Si  4.2412  1.1851  7.5882
Si  9.3069  1.7076  7.4636
Si  1.0425  4.2784  7.076
Si  6.9821  3.8386  7.4905
Si  3.8074  7.1774  7.4379
Si  9.8306  6.4558  7.6714
As  1.4223  9.4834  7.764
Si  6.4851  9.8961  7.5156
O  2.7009  8.2019  8.1029
O  8.1562  2.7784  8.0215
O  4.2132  6.7924  24.1216
O  9.632  1.3505  24.1421
O  5.3682  0.0704  8.0708
O  0.0677  5.316  7.9193
O  1.4044  4.1133  24.1919
O  6.982  9.4783  24.2349
H  7.0757  9.2497  8.7266
O  4.5857  6.5296  8.7319
O  9.3191  6.7535  9.2263
O  3.6862  1.8915  9.0011
O  1.621  3.0797  8.0311
O  6.1885  4.4115  8.8264
O  10.145  1.1233  8.7694
H  0.3709  10.5098  23.4332
H  2.4464  8.5054  23.4814
O  10.6512  5.8983  23.4013
O  6.0238  5.0326  23.2627
O  4.9945  10.76  23.2033
O  7.9874  3.2415  23.3592
O  8.8468  7.8569  23.3875
O  3.3261  2.7055  23.1044
Si  6.6014  1.5024  15.4209
Si  4.9678  10.7758  21.5754
Si  7.7457  7.5935  16.0275
Si  5.9944  1.5144  12.2267
Si  0.8145  0.0275  17.2805
Si  1.1774  1.5338  14.4974
Si  6.512  5.263  17.8627
Si  10.7126  1.3224  10.2951
Si  7.3144  4.416  22.4676
Si  3.0994  8.8031  17.1556
Si  4.061  5.4476  19.8326
Si  5.3212  4.77  15.1397
Si  0.1417  10.1013  12.459
Si  1.9644  2.032  19.1628
Si  9.5188  6.6559  22.5269
Si  8.4973  3.2262  11.5865
Si  0.2234  7.5627  19.9364
Si  3.2096  5.1615  11.292
Si  9.3321  9.4352  18.0259
Si  4.9256  1.7108  18.0038
Si  6.9972  3.1135  19.5861
Si  0.3349  4.5202  15.3958
Si  2.7475  6.6045  14.9675
Si  5.622  5.7018  9.6572
Si  8.4984  8.1555  12.9967
Si  2.7342  8.1049  12.2645
Si  3.5778  2.6316  21.4938
Si  8.411  6.2571  10.5059
Si  6.9965  0.1556  19.4793
Si  8.2701  3.9268  14.6825
Si  3.6565  2.9723  13.2737
Si  3.2537  8.3293  20.231
Si  5.5999  9.7023  15.5671
Si  5.5495  9.5105  12.5102
Si  2.3558  2.7571  9.4285
Si  1.3311  4.9299  18.4557
O  1.4663  9.1622  12.0838
O  8.4784  4.642  10.7707
O  4.2195  9.7579  16.4365
O  4.2603  5.9634  14.7847
O  4.5642  2.2978  12.0929
O  6.4462  10.495  20.906
O  7.1413  2.3167  11.3764
O  2.662  7.77  13.8492
O  5.5062  2.8985  18.9504
O  2.2666  1.9807  20.7623
O  4.6052  3.4613  14.4992
O  8.8067  8.4925  16.8302
O  8.8702  7.0248  11.8693
O  1.2491  0.9362  16.006
O  6.3656  1.4928  13.8129
O  4.8235  5.269  11.0192
O  9.6146  4.7187  15.2676
O  0.455  0.3839  13.5501
O  0.4964  6.1224  19.1958
O  1.6169  8.3045  20.3916
O  3.793  6.8367  20.6935
O  7.6163  4.221  18.5352
O  2.6055  4.2337  10.0875
O  6.2732  8.2666  15.8758
O  6.7773  10.8439  15.8158
O  5.0887  9.8351  14.0341
O  2.9245  4.2964  12.6531
O  2.5605  6.6748  11.4261
O  7.4534  6.3233  17.0341
O  2.6388  1.8321  13.8315
O  7.8508  2.5837  15.5958
O  9.7996  2.4105  11.0776
O  5.4706  4.6552  16.7529
O  5.5264  5.7252  19.1093
O  7.0176  8.7566  12.5648
O  3.3124  1.8428  18.2118
O  5.8109  10.9149  11.6961
O  1.6924  9.6036  17.2332
O  0.518  3.0345  14.7006
O  5.6471  0.3256  18.5364
O  8.6793  3.4959  13.1755
O  2.9303  5.2801  18.64
O  7.7203  1.6406  19.6189
O  6.8683  6.6438  10.119
O  10.2298  7.2921  21.2312
O  5.3625  1.8959  16.4371
O  0.7378  4.7231  16.957
O  1.0205  0.8033  18.7021
O  1.4298  5.6086  14.7479
O  3.9345  4.1305  20.8597
O  8.0795  10.0527  18.8715
O  9.7676  9.2301  12.9897
O  10.318  8.5744  18.9863
O  10.167  10.612  17.2637
O  1.3347  1.8442  10.3235
O  4.6734  1.4254  21.2238
O  10.6437  -0.1171  11.0547
O  3.6452  8.5021  18.6561
O  2.7609  7.3812  16.41
O  8.3671  5.5938  22.0932
O  8.363  7.4635  14.4941
O  6.8616  3.7246  21.0756
O  4.2347  8.7198  11.8733
O  6.886  4.8613  14.5721
O  3.9045  9.6046  21.0638
O  1.1389  3.4289  19.0463

Results
free energy: -56070.013 eV
free energy less fixed offsets of As -2657.37, H -15.86, O -447.96, Si -113.29 eV per atom: 0.487 eV
gap between the highest filled and lowest empty level on this k mesh: 1.242 eV

The program warned: the cutoff lies below the one the program advises for these potential files; the model core charge is not resolved on the grid; the forces do not sum to zero within the program's tolerance; the exchange-correlation potential is rough where the density is thin.
